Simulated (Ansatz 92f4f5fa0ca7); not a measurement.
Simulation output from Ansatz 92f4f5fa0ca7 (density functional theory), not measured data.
Periodic cell of 430 atoms, Si266O164, from a study of silicon, its oxide and their interface. The atomic structure is a simulated model.
Doubt: the cutoff is far below the 930 eV that the study's wrapper takes by default for these files, so forces and energies are approximate.
This geometry differs little from another in the collection (a relaxation step or a small displacement).

Settings: functional PBE; potential files Ansatz PAW; basis plane waves; wave-function cutoff 580 eV; density cutoff ratio 5; exchange-correlation grid ratio 1; k mesh 1 x 1 x 1, Gamma-centred; self-consistency stop 5e-08 eV per atom in the density residual; occupations fixed; spin none; net charge 0.

Cell vectors (angstrom)
a	15.4687	0	0
b	0	12.8259	0
c	0	0	37.5446

Atoms and the computed forces on them: element, x, y, z (angstrom), force x, y, z (eV/angstrom)
Si	-0.043	1.165	34.849	-0.003	-0.004	0
Si	3.857	1.161	34.863	0.007	0.002	0.002
Si	7.767	1.166	34.844	-0.001	0.002	0.002
Si	11.584	1.142	34.837	-0.002	-0.002	0
Si	1.868	7.57	34.898	-0.004	0	0.003
Si	5.777	7.571	34.907	-0.004	0.002	0.004
Si	9.694	7.591	34.882	0.001	-0.002	0
Si	13.472	7.581	34.865	-0.003	0.003	0
Si	1.934	5.247	35.278	-0.015	-0.227	0.2
Si	5.801	5.247	35.278	-0.006	-0.08	0.173
Si	9.668	5.247	35.278	0.234	-0.145	-0.46
Si	13.535	5.247	35.278	-0.351	0.019	0.391
Si	0	11.66	35.278	0.029	0.083	-0.274
Si	3.867	11.66	35.278	-0.327	0.091	0.139
Si	7.734	11.66	35.278	0.104	0.107	0.114
Si	11.602	11.66	35.278	0.045	-0.232	-0.403
Si	0	4.664	36.514	-0.017	-0.027	-0.012
Si	3.867	4.664	36.514	0.02	0.02	0.033
Si	7.734	4.664	36.514	-0.025	-0.017	-0.063
Si	11.602	4.664	36.514	0.046	0.116	0.117
Si	1.934	11.077	36.514	0.067	0.089	0.014
Si	5.801	11.077	36.514	0.033	-0.023	-0.077
Si	9.668	11.077	36.514	-0.011	-0.081	-0.076
Si	13.535	11.077	36.514	-0.003	-0.097	-0.095
Si	0	2.332	36.927	-0.114	0.015	-0.115
Si	3.867	2.332	36.927	-0.051	0.014	-0.02
Si	7.734	2.332	36.927	0.091	-0.032	-0.143
Si	11.602	2.332	36.927	-0.064	-0.039	-0.229
Si	1.934	8.745	36.927	-0.141	0.001	0.234
Si	5.801	8.745	36.927	0.001	0.034	0.296
Si	9.668	8.745	36.927	0.167	0.032	0.193
Si	13.535	8.745	36.927	-0.185	-0.017	0.051
Si	1.934	1.749	0.619	0.019	-0.02	-0.057
Si	5.801	1.749	0.619	0.017	-0.033	-0.061
Si	9.668	1.749	0.619	0.001	-0.003	-0.023
Si	13.535	1.749	0.619	0.043	-0.018	-0.041
Si	0	8.162	0.619	0.037	0.009	0.008
Si	3.867	8.162	0.619	0.024	-0.004	0.011
Si	7.734	8.162	0.619	0.005	0.007	-0.018
Si	11.602	8.162	0.619	-0.016	0.047	0.071
Si	0	5.83	1.031	0.015	-0.022	-0.022
Si	3.867	5.83	1.031	0	0.005	0.027
Si	7.734	5.83	1.031	0.03	-0.015	-0.01
Si	11.602	5.83	1.031	-0.059	-0.035	0.031
Si	1.934	12.243	1.031	-0.07	-0.075	-0.009
Si	5.801	12.243	1.031	-0.042	0.013	0.024
Si	9.668	12.243	1.031	0.012	0	-0.01
Si	13.535	12.243	1.031	-0.006	0.026	0.022
Si	1.934	5.247	2.268	-0.085	-0.057	-0.374
Si	5.801	5.247	2.268	0.195	-0.024	-0.085
Si	9.668	5.247	2.268	-0.012	0.022	0.034
Si	13.535	5.247	2.268	-0.06	0.016	0.039
Si	0	11.66	2.268	0.144	-0.007	-0.139
Si	3.867	11.66	2.268	-0.007	-0.012	-0.029
Si	7.734	11.66	2.268	0.079	-0.007	-0.074
Si	11.602	11.66	2.268	0.012	-0.008	-0.087
Si	1.934	2.915	2.68	-0.021	-0.021	0.011
Si	5.801	2.915	2.68	-0.036	0.027	0.025
Si	9.668	2.915	2.68	0.006	-0.006	0
Si	13.535	2.915	2.68	-0.042	-0.023	-0.004
Si	0	9.328	2.68	-0.041	0.044	0.035
Si	3.867	9.328	2.68	-0.029	0.067	0.06
Si	7.734	9.328	2.68	0.008	0.023	0.009
Si	11.602	9.328	2.68	0.016	0.037	0.075
Si	0.747	0.246	27.407	-0.005	0.002	0.003
Si	3.719	1.123	27.326	0.004	-0.001	0.006
Si	8.985	0.113	25.385	-0.002	0.003	0.003
Si	11.396	-1.586	26.466	-0.003	0.006	0.001
Si	0.759	5.67	27.26	-0.013	0.004	-0.017
Si	5.634	6.792	27.884	-0.002	-0.008	0.012
Si	8.67	6.994	27.357	0.004	0.005	0.009
Si	13.274	6.576	28.182	0	-0.006	-0.02
Si	1.516	5.01	29.351	-0.019	-0.002	0.025
Si	4.889	3.854	28.043	-0.004	0.004	0.008
Si	9.095	4.557	25.384	-0.003	-0.002	-0.006
Si	12.68	3.965	29.612	0.003	-0.006	-0.008
Si	0.34	10.042	28.263	-0.002	0.005	-0.018
Si	4.11	9.405	28.734	0.019	-0.01	-0.003
Si	7.399	11.177	29.008	0.004	-0.002	0.009
Si	11.557	11.096	28.883	0.007	0.006	-0.002
Si	-0.38	3.753	30.17	-0.003	0.011	-0.001
Si	3.505	3.775	29.949	0.019	-0.022	-0.01
Si	7.627	2.799	29.296	0.005	-0.005	0.004
Si	11.864	2.029	28.438	0.007	0.007	-0.015
Si	1.99	9.334	29.803	-0.023	-0.012	0.021
Si	5.876	9.793	30.204	0.005	0.015	-0.011
Si	9.535	10.11	29.735	-0.021	-0.016	0.004
Si	13.65	10.026	29.618	0.005	-0.003	0.003
Si	-0.02	1.408	30.321	0.01	-0.001	0
Si	3.706	1.389	30.403	0.014	-0.004	-0.011
Si	7.573	0.579	30.148	-0.008	0.002	-0.012
Si	11.53	0.398	30.085	0.004	0	-0.005
Si	1.839	7.104	30.541	0.005	0.014	0.002
Si	5.898	7.498	30.76	-0.043	0	-0.012
Si	9.512	7.736	30.265	0.002	0.003	-0.008
Si	13.532	7.71	30.234	-0.005	0.017	0.007
Si	1.835	0.524	31.528	-0.009	-0.002	-0.002
Si	5.679	0.604	31.574	0	0.004	0.004
Si	9.574	0.459	31.457	-0.001	0.011	0.007
Si	13.503	0.533	31.433	0	-0.005	0.003
Si	-0.162	7.009	31.712	0.016	-0.011	-0.002
Si	3.834	6.982	31.792	0.014	-0.005	-0.005
Si	7.864	6.967	31.801	0.025	-0.01	-0.003
Si	11.557	7.086	31.404	-0.013	-0.007	0.002
Si	-0.107	4.717	32.246	0.007	0.009	-0.012
Si	3.911	4.676	32.077	-0.007	0.009	0.012
Si	7.806	4.607	32.031	-0.017	-0.005	-0.011
Si	11.699	4.692	31.771	0.011	0.006	0.002
Si	1.903	10.903	31.791	0.006	-0.003	-0.005
Si	5.655	11.105	32.109	0.001	-0.003	-0.001
Si	9.599	11.002	31.959	0.004	-0.006	-0.004
Si	13.619	11.038	31.832	0	-0.001	0.005
Si	1.936	4.051	33.24	0.006	0.002	0.008
Si	5.854	4.048	33.25	0.005	-0.004	-0.004
Si	9.785	4.045	33.136	0.001	0	0
Si	13.423	4.056	33.286	-0.015	-0.002	-0.011
Si	0.009	10.499	33.177	-0.001	0.006	0
Si	3.742	10.479	33.249	-0.005	0.006	0.003
Si	7.671	10.504	33.235	-0.007	-0.001	0.012
Si	11.624	10.497	33.127	0.007	0.007	0.008
Si	1.904	1.693	33.618	-0.003	0.003	0
Si	5.814	1.728	33.645	-0.006	-0.004	-0.003
Si	9.687	1.705	33.521	0.005	-0.001	0.001
Si	13.482	1.704	33.553	0.003	-0.004	0.005
Si	-0.066	8.215	33.697	0.006	0.001	0.006
Si	3.81	8.193	33.762	0.004	-0.005	0.002
Si	7.727	8.198	33.762	-0.002	0.008	0.004
Si	11.575	8.163	33.546	0.004	0	-0.002
Si	0	2.332	3.917	0.044	0.064	0.066
Si	3.867	2.332	3.917	0.099	-0.234	-0.279
Si	7.734	2.332	3.917	0.137	0.129	0.242
Si	11.602	2.332	3.917	-0.006	0.004	-0.127
Si	1.934	8.745	3.917	-0.045	0.294	0.12
Si	5.801	8.745	3.917	0.204	-0.003	0.08
Si	9.668	8.745	3.917	-0.148	0.079	0.185
Si	13.535	8.745	3.917	0.058	0.11	0.085
Si	1.919	6.429	4.271	-0.001	0	-0.002
Si	5.856	6.421	4.316	0.001	-0.009	-0.003
Si	9.659	6.422	4.328	0	-0.002	-0.001
Si	13.524	6.427	4.331	-0.002	-0.005	-0.006
Si	0.044	12.814	4.317	0.003	0.003	0.006
Si	3.893	12.822	4.327	0.005	0.004	0.003
Si	7.766	12.821	4.329	0.004	-0.002	0.001
Si	11.62	12.823	4.321	0	0.001	0.005
Si	0.018	5.879	5.529	-0.001	0.007	0.005
Si	3.867	5.801	5.392	0	0.003	0.003
Si	7.769	5.864	5.637	0.002	0.009	0.004
Si	11.582	5.866	5.573	0.002	0.006	0
Si	1.975	12.262	5.59	-0.004	-0.012	-0.017
Si	5.837	12.193	5.531	-0.004	-0.002	-0.004
Si	9.701	12.216	5.565	-0.001	0.001	-0.006
Si	13.575	12.232	5.509	-0.003	-0.007	0.001
Si	0.036	3.554	5.966	-0.011	-0.003	-0.012
Si	3.891	3.525	5.915	0.018	-0.005	-0.006
Si	7.785	3.524	6.018	-0.004	-0.001	-0.017
Si	11.631	3.552	5.93	-0.003	0.004	-0.007
Si	1.956	9.924	6.016	0.004	0.002	0.008
Si	5.848	9.874	6.012	-0.003	-0.001	0
Si	9.633	9.886	6.025	-0.004	0	0.004
Si	13.522	9.9	6	-0.001	0.007	0.004
Si	1.995	2.969	7.162	0.002	0.005	0.002
Si	5.796	2.905	7.149	-0.011	-0.003	0.004
Si	9.778	2.946	7.221	0.003	-0.003	0.01
Si	13.545	2.996	7.163	0.011	-0.001	0.01
Si	-0.004	9.469	7.292	0.003	-0.017	-0.012
Si	3.923	9.232	7.203	-0.001	-0.009	-0.006
Si	7.731	9.37	7.4	0.001	-0.003	-0.001
Si	11.563	9.274	7.234	-0.001	-0.015	-0.01
Si	0.057	7.111	7.548	-0.003	0.007	0.002
Si	3.926	6.862	7.433	-0.004	0.01	0.005
Si	7.781	6.939	7.801	-0.002	0.005	-0.002
Si	11.51	6.925	7.708	-0.003	0.006	0
Si	2.025	13.478	7.634	0.01	-0.002	0.012
Si	5.889	13.428	7.518	0.004	0.004	0.005
Si	9.769	13.47	7.562	-0.01	-0.009	-0.004
Si	13.663	13.503	7.473	-0.004	-0.004	0.005
Si	2.011	6.508	8.729	0.003	0.006	0
Si	5.764	6.083	8.719	0.001	-0.006	0.004
Si	9.643	6.143	9.106	0.001	-0.008	-0.001
Si	13.588	6.518	8.708	0.006	0	0.007
Si	0.057	13.086	8.874	-0.009	-0.016	-0.006
Si	4.004	12.791	8.759	0.014	-0.004	-0.01
Si	7.814	13.158	8.833	-0.001	-0.014	-0.002
Si	11.768	12.917	8.69	0.007	0.002	0.014
Si	2.057	4.194	9.172	0.006	0.007	0.009
Si	5.838	3.706	9.372	-0.009	0.014	-0.005
Si	9.675	3.753	9.475	0.002	0.008	0.006
Si	13.708	4.226	9.186	-0.017	0.003	0.005
Si	-0.108	10.78	9.323	-0.006	0.015	-0.004
Si	3.796	10.498	9.179	-0.023	0.007	0.009
Si	9.789	10.526	10.566	-0.026	-0.01	0.006
Si	11.632	10.626	9.148	0.003	0.013	-0.014
Si	0.152	3.715	10.392	0.001	-0.006	-0.002
Si	3.773	3.498	10.603	0.01	-0.012	-0.019
Si	7.795	2.463	10.079	0.008	0.003	0.012
Si	11.354	3.372	11.211	-0.01	0.004	-0.036
Si	1.877	10.713	10.52	0.036	0	-0.004
Si	6.345	10.154	11.123	0.007	0.004	0.002
Si	7.807	10.797	9.397	0.001	0.01	-0.004
Si	13.398	10.644	10.647	0.002	0.003	0.023
Si	-0.47	1.477	10.912	-0.016	0.019	0.028
Si	3.47	0.411	11.021	-0.012	0.007	0.028
Si	7.95	2.047	12.374	0.004	0.004	-0.015
Si	12.71	0.752	10.773	0.009	0.008	-0.019
Si	2.362	8.007	11.594	0.001	0	-0.006
Si	5.387	7.489	11.509	0	0.002	-0.008
Si	10.225	7.657	11.884	0	-0.005	-0.004
Si	13.325	7.82	11.636	-0.005	-0.005	-0.003
O	13.05	12.074	11.467	-0.004	-0.006	-0.003
O	6.407	14.434	12.652	-0.003	-0.001	0.002
O	2.161	0.872	26.861	0	0	-0.003
O	9.942	-1.151	25.8	0.005	-0.004	0
O	14.407	7.037	12.547	-0.005	0.009	-0.001
O	6.58	8.587	11.573	-0.001	-0.003	0.003
O	-0.797	6.231	27.376	-0.003	0.002	0.005
O	7.057	7.329	27.226	-0.001	0.001	-0.004
O	0.21	4.877	11.569	0.001	-0.005	-0.018
O	10.986	12.153	13.814	0.008	0.002	0.004
O	6.407	10.926	12.56	-0.001	-0.003	-0.003
O	17.615	-0.587	11.175	-0.009	-0.01	-0.008
O	1.836	9.553	11.711	-0.003	0.002	0.004
O	8.332	3.445	13.153	-0.003	0.001	0.007
O	10.552	5.556	14.851	0.012	-0.007	-0.004
O	11.167	4.127	12.66	0.008	0	0.012
O	1.564	7.002	12.584	-0.003	0.001	-0.002
O	3.93	7.995	12.026	-0.001	0	0.003
O	15.519	13.79	12.429	0.005	-0.003	-0.005
O	9.495	7.427	13.313	0.001	0.001	0
O	8.986	13.803	13.039	0.001	-0.002	0.004
O	9.623	11.753	11.648	0.002	-0.002	-0.002
O	4.364	12.863	12.339	0	0.004	-0.007
O	3.886	4.448	11.958	-0.002	0.004	0.009
O	4.748	0.125	26.534	-0.005	0.004	0.001
O	5.04	10.557	25.355	-0.002	0	0.001
O	10.062	3.372	25.944	0	-0.002	-0.003
O	4.139	2.702	27.099	-0.003	-0.006	-0.002
O	0.222	13.858	28.725	0	0.001	0
O	1.651	6.867	26.535	0.002	0.003	0.002
O	3.744	-2.859	23.048	0	0	0.002
O	7.447	12.49	24.98	-0.001	0.001	0
O	11.668	9.705	25.94	0.001	0.002	-0.001
O	4.526	8.019	27.845	-0.002	0.004	-0.006
O	12.27	7.492	27.259	0.006	-0.001	0.007
O	13.08	1.534	27.421	-0.012	0.003	0.015
O	15.094	0.33	26.227	0.007	-0.003	0
O	0.745	4.245	26.418	0.002	0.002	0.002
O	9.66	8.125	26.678	-0.001	0.001	-0.002
O	12.575	-0.59	25.876	0.002	0.001	0
Si	8.765	9.707	19.533	0	-0.001	0
Si	5.842	7.399	23.376	0	0	0
Si	5.177	-1.442	26.77	0.011	-0.002	0.005
Si	3.06	-2.224	21.708	0.002	0.002	-0.001
Si	2.284	5.477	21.273	0.001	-0.001	0
Si	9.494	12.264	13.19	-0.001	0.009	0.001
Si	9.278	6.555	14.667	-0.001	-0.002	0
Si	3.921	2.317	15.797	0	0.005	-0.005
Si	3.618	3.413	23.389	0	0.002	-0.001
Si	12.843	-0.673	19.444	0.072	0.005	-0.001
Si	14.18	2.66	23.73	-0.002	0.004	0.001
Si	11.237	8.149	26.175	0	-0.003	0.001
Si	4.039	9.493	24.591	0.002	0	-0.002
Si	9.866	2.389	27.244	0.003	-0.004	0.009
Si	11.034	14.423	18.988	0.001	0.009	0
Si	4.836	5.14	13.091	0	-0.007	-0.001
Si	7.412	4.187	14.265	0.006	-0.004	-0.006
Si	0.561	6.728	23.358	-0.002	-0.003	-0.001
Si	13.521	0.737	26.074	-0.008	-0.001	0
Si	6.597	4.52	23.85	0	0.001	-0.003
Si	8.914	12.713	20.013	0	0.001	0.003
Si	15.16	8.165	16.161	0.003	-0.003	-0.002
Si	6.571	13.905	21.057	-0.001	0.003	0.001
Si	5.5	9.25	16.377	-0.001	0.002	-0.002
Si	11.961	2.185	16.393	-0.001	0.006	0
Si	11.588	4.475	14.208	0.013	-0.002	0.015
Si	1.349	8.323	25.817	-0.002	-0.006	0
Si	14.598	7.714	19.122	-0.002	-0.002	-0.001
Si	-0.426	13.178	13.859	-0.002	-0.011	0.008
Si	4.077	0.509	22.401	0	0.002	-0.002
Si	5.247	13.645	13.463	0.006	-0.003	-0.005
Si	4.91	6.649	20.444	0.001	-0.001	0.001
Si	7.418	5.191	19.113	0.001	-0.001	0.001
Si	12.229	12.593	14.758	0.003	-0.013	0
Si	12.658	1.451	21.476	-0.001	-0.01	0.001
Si	2.834	7.979	16.714	0.001	-0.002	-0.001
Si	6.631	12.451	23.561	0.002	-0.001	0.003
Si	1.283	1.132	16.512	-0.006	0.006	0.036
Si	8.011	7.715	17.237	-0.002	0	-0.001
Si	7.651	9.738	22.247	0	-0.001	0.002
Si	6.258	3.675	16.802	0.001	0.002	0
Si	-0.74	15.972	17.362	0.015	0.003	-0.032
Si	9.909	14.065	22.549	0.003	0	-0.002
Si	3.893	5.264	15.835	-0.002	0	0.001
Si	14.436	5.37	15.117	0.009	-0.014	0.014
Si	15.711	6.06	12.665	0.01	0.005	0.018
Si	0.081	11.68	18.034	-0.054	0.103	-0.041
Si	1.141	3.946	24.864	0.001	0	-0.003
Si	13.517	5.363	22.584	0	-0.002	0.002
Si	4.226	9.281	19.007	0.001	-0.001	-0.003
Si	-0.967	10.747	15.214	-0.006	0.006	-0.001
Si	10.314	8.839	21.824	0.002	-0.002	-0.001
Si	10.794	6.442	23.547	0.002	0	-0.003
Si	0.386	9.822	20.543	-0.004	-0.005	0.007
Si	8.115	3.557	21.329	0	0.001	0.001
Si	6.774	11.235	14.126	-0.004	0.004	-0.002
Si	14.98	4.795	19.906	0	-0.002	0.003
Si	12.951	9.503	20.714	-0.007	0.007	-0.008
O	7.503	9.665	20.605	-0.001	0	-0.001
O	0.383	8.277	20.015	0.002	0.003	0.002
O	9.067	7.488	15.997	0.002	-0.001	-0.003
O	15.311	10.922	16.618	-0.004	0.069	0.099
O	9.996	7.401	22.509	0.002	0.003	0
O	0.249	5.312	14.113	-0.008	-0.002	0.01
O	8.439	9.047	18.089	0	0.002	0.002
O	14.37	6.823	15.777	0.003	-0.008	0.001
O	7.162	0.837	22.586	0.001	0.001	0
O	11.397	7.313	24.788	0	0.001	0.004
O	0.668	10.778	19.248	-0.011	0.014	-0.014
O	6.089	5.662	19.935	-0.001	0.001	0
O	3.184	3.785	15.802	0.005	-0.002	0
O	1.674	6.739	22.152	0	0.002	-0.001
O	2.992	-0.605	21.933	0	-0.001	0
O	9.002	1.082	26.706	-0.002	0.001	-0.001
O	11.888	9.282	21.94	0.003	0.002	-0.01
O	9.264	9.871	22.564	0	0	0.001
O	8.557	4.616	20.156	-0.002	0	0
O	6.506	7.987	16.655	0	0	0.001
O	-0.26	11.546	13.97	-0.004	0.003	0.007
O	5.164	9.991	17.835	-0.001	-0.001	0.001
O	0.287	2.727	24.184	0.001	-0.002	0.002
O	7.438	3.408	15.695	0	-0.002	0.002
O	14.629	8.465	17.68	0.004	-0.001	-0.002
O	13.521	2.155	16.898	0.018	0.02	0.002
O	1.331	8.168	16.111	-0.01	0.002	0.003
O	2.727	3.619	24.737	0.001	-0.002	0.002
O	5.021	-0.09	23.613	-0.004	0	0.001
O	8.41	11.441	14.131	-0.002	-0.003	0.003
O	11.577	13.502	15.93	0	-0.002	0
O	3.815	-2.587	20.28	-0.002	0.001	0.002
O	13.103	5.058	14.24	-0.017	-0.014	0.007
O	7.903	5.711	14.468	0.003	0.004	0.001
O	7.623	3.936	24.987	0.001	-0.001	0.001
O	4.837	8.085	24.45	-0.001	0.002	0
O	-0.987	6.665	22.836	0	0.002	-0.001
O	4.043	8.689	15.829	0	0	0.002
O	2.914	8.658	18.215	0	0	0.001
O	3.058	4.393	22.218	0	-0.001	0.001
O	6.387	6.098	24.181	-0.001	0	0.001
O	5.397	5.04	16.459	0.001	0.001	0.001
O	11.067	2.587	17.701	0.004	-0.005	0.001
O	9.233	11.269	19.33	0	0.002	0.001
O	-0.705	6.118	18.976	-0.002	0	0.001
O	4.972	13.669	21.066	0	0	0
O	13.978	2.09	22.202	-0.004	-0.004	-0.002
O	9.461	14.061	19.253	0.001	-0.002	0.001
O	9.319	2.673	21.993	0	0	0.001
O	9.96	8.818	20.223	0	-0.002	0.002
O	3.38	1.874	22.91	0	-0.001	0.001
O	11.92	2.247	20.219	0.002	-0.005	0.005
O	5.955	12.601	14.496	0	-0.002	-0.005
O	3.943	5.796	14.286	0	0.001	0.001
O	-1.571	4.767	21.12	0.001	-0.001	-0.001
O	-1.073	10.076	21.258	-0.003	-0.002	0
O	4.86	10.22	10.438	0.002	0.006	-0.002
O	4.324	14.687	14.287	-0.003	0.001	0.003
O	9.802	5.276	24.102	0.001	-0.001	0.001
O	2.691	9.209	25.485	-0.001	0.001	0
O	1.161	12.819	17.664	-0.099	-0.075	-0.02
O	11.588	3.164	15.164	-0.001	0.017	-0.011
O	14.629	4.407	16.378	0.007	-0.027	0.009
O	5.187	3.697	23.764	0.001	-0.001	0.001
O	7.285	12.843	20.055	0.001	0	-0.001
O	13.208	8.098	19.908	-0.004	0.007	0.004
O	14.63	3.536	18.941	0.001	0	-0.002
O	0.726	2.499	17.173	-0.025	-0.04	-0.007
O	3.104	6.358	16.743	-0.001	0.003	0
O	5.041	6.922	22.045	-0.001	0	0
O	5.074	8.03	19.612	0	0.001	0
O	13.114	12.817	20.917	-0.015	-0.019	-0.053
O	6.969	15.417	20.673	-0.001	-0.001	0
O	16.517	4.747	20.478	-0.001	0	0
O	6.996	3.906	18.209	0.001	0	0
O	0.83	5.33	24.104	0	-0.002	0.005
O	13.376	1.724	24.789	0	0	0.001
O	3.409	6.027	20.22	-0.001	0	0
O	2.884	1.202	16.313	-0.025	-0.005	0.01
O	0.663	8.008	24.36	0	0.003	0.001
O	14.598	9.157	14.989	0.004	0.001	0.01
O	5.23	2.399	16.785	0.001	0.001	0.002
O	12.393	10.603	19.639	0.033	0.034	0.011
O	6.252	10.157	15.239	0.002	0.001	-0.001
O	7.051	8.401	22.949	0	0	0.001
O	9.571	12.814	21.523	0	0.002	0.001
O	13.64	4.204	23.737	0	-0.002	0
O	11.974	5.818	22.633	-0.003	0.001	0.002
O	6.864	11.021	22.827	-0.001	0	0
O	11.665	12.948	18.675	0.015	-0.01	0.002
O	1.534	10.05	21.65	-0.001	-0.001	-0.001
O	0.489	0.939	15.088	-0.001	-0.001	0.006
O	11.529	14.188	22.635	0.003	0.002	-0.008
O	8.027	6.402	18.21	0	0.001	0
O	13.429	13.495	14.052	0.002	0	0.003
O	9.532	13.743	24.09	-0.001	0.001	0.001
O	7.376	4.461	22.441	-0.001	0	0.002
O	-1.314	-0.484	18.519	0.082	-0.086	0.009
O	13.618	20.297	10.073	-0.002	-0.004	-0.004
O	12.948	11.247	15.351	0	0.008	-0.012
O	4.041	10.706	27.729	0.002	-0.002	0.008
O	2.122	7.503	10.058	-0.002	-0.006	-0.002
O	15.828	-3.674	26.846	-0.001	0.003	0.01
O	11.662	1.778	11.566	0.007	-0.001	0.013
O	-10.24	7.008	9.98	0.003	-0.003	-0.002
O	5.07	5.342	27.292	0.002	0.007	0.002
O	5.866	-8.736	13.762	-0.003	0.001	0.001
O	9.641	6.735	10.666	0.001	-0.006	0.005
O	8.924	5.594	26.608	0.003	0.001	0.003
O	0.916	11.514	27.828	0	-0.006	0.006
O	-6.325	6.83	28.91	0.001	0.002	0.004
O	3.857	13.519	28.899	-0.007	0.015	0.012
O	5.936	6.457	29.45	0.001	0.009	0.007
O	13.47	9.448	11.789	0.001	0.006	-0.008
O	5.833	6.238	12.426	0.004	0.005	0.005
O	12.631	4.051	10.454	0.003	-0.014	0.005
O	7.688	3.798	30.587	0.006	0.011	0.019
O	11.822	7.367	12.067	0.008	-0.001	0.001
O	3.179	14.86	11.129	-0.003	0.001	0.001
O	8.982	15.923	28.425	-0.007	0	0
O	9.925	-3.633	11.499	0.002	0.015	-0.001
O	-3.021	5.182	28.484	0	-0.005	0.005
O	6.677	11.273	27.476	-0.01	0	-0.009
O	6.369	16.055	28.351	0.003	-0.002	0.001

Results
free energy: -262373.659 eV
free energy less fixed offsets of O -568.88, Si -635.61 eV per atom: -5.079 eV

The program warned: the cutoff lies below the one the program advises for these potential files; the forces do not sum to zero within the program's tolerance; the exchange-correlation potential is rough where the density is thin.
